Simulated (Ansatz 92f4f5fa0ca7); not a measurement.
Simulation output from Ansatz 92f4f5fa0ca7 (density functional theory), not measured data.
Periodic cell of 264 atoms, Si152O112, from a study of silicon, its oxide and their interface. The atomic structure is a simulated model.
This geometry differs little from another in the collection (a relaxation step or a small displacement).

Settings: functional r2SCAN; potential files Ansatz PAW; basis plane waves; wave-function cutoff 800 eV; density cutoff ratio 5; exchange-correlation grid ratio 1; k mesh 1 x 1 x 1, shifted by 0.5 0.5 0 of a step; self-consistency stop 1e-10 eV per atom in the density residual; occupations fixed; spin none; net charge 0.

Cell vectors (angstrom)
a, 10.887, 0, 0
b, 0, 10.887, 0
c, 0, 0, 37.4889

Atoms: element, x, y, z (angstrom)
Si, 0.4487, -0.0162, 0.1385
Si, 3.1961, 2.5567, 0.1856
Si, -0.2558, 5.4561, -0.0162
Si, 2.4828, 8.5351, 0.1203
Si, 5.2952, 0.2721, 0.0184
Si, 7.863, 3.0683, 0.219
Si, 5.7158, 5.2974, 0.0551
Si, 8.5907, 7.8682, -0.0531
Si, 1.575, 1.4414, 1.5145
Si, 4.2639, 4.1269, 1.4956
Si, 1.3504, 6.773, 1.2307
Si, 4.1153, 9.6206, 1.3973
Si, 6.7788, 1.4082, 1.4392
Si, 9.4828, 4.1365, 1.511
Si, 6.9325, 6.8527, 1.327
Si, 9.6555, 9.5673, 1.2349
Si, 0.0459, 2.7472, 2.7422
Si, 2.8376, 0.0442, 2.8759
Si, 0.0494, 8.1696, 2.6812
Si, 2.7433, 5.4789, 2.6684
Si, 5.5149, 2.7459, 2.8949
Si, 8.2279, -0.0112, 2.6399
Si, 5.5043, 8.1961, 2.6575
Si, 8.1682, 5.5129, 2.8414
Si, 1.388, 4.1317, 4.0779
Si, 4.1364, 1.4058, 4.2231
Si, 1.4105, 9.5105, 4.0885
Si, 4.1231, 6.8278, 4.031
Si, 6.8645, 4.1115, 4.1967
Si, 9.5684, 1.3406, 4.0563
Si, 6.8477, 9.5494, 4.0407
Si, 9.5609, 6.8775, 4.114
Si, 0.0209, -0.0223, 5.4358
Si, 2.7056, 2.7563, 5.4835
Si, 0.0176, 5.4725, 5.4446
Si, 2.7687, 8.1592, 5.4404
Si, 5.5039, -0.0071, 5.4693
Si, 8.2244, 2.6981, 5.4708
Si, 5.4319, 5.4608, 5.4611
Si, 8.1645, 8.1963, 5.456
Si, 1.3504, 1.359, 6.8132
Si, 4.0735, 4.0997, 6.8249
Si, 1.3833, 6.8104, 6.7989
Si, 4.112, 9.5282, 6.8081
Si, 6.8336, 1.3498, 6.8257
Si, 9.5571, 4.0855, 6.8112
Si, 6.8005, 6.8129, 6.8111
Si, 9.5303, 9.5339, 6.8116
Si, -0.0098, 2.7118, 8.1805
Si, 2.7194, -0.0123, 8.1605
Si, -0.012, 8.1421, 8.1525
Si, 2.7005, 5.4363, 8.1696
Si, 5.4224, 2.6972, 8.1544
Si, 8.1689, -0.0151, 8.1789
Si, 5.4352, 8.1546, 8.1766
Si, 8.1486, 5.4168, 8.161
Si, 1.3483, 4.0715, 9.5279
Si, 4.0573, 1.3522, 9.5393
Si, 1.3314, 9.5122, 9.5019
Si, 4.0387, 6.8019, 9.5101
Si, 6.7681, 4.0461, 9.5126
Si, 9.4861, 1.3664, 9.5262
Si, 6.8214, 9.4861, 9.5242
Si, 9.5239, 6.7607, 9.5229
Si, -0.0499, -0.0155, 10.8404
Si, 2.6635, 2.7118, 10.9092
Si, -0.0243, 5.3872, 10.9082
Si, 2.6366, 8.1142, 10.8737
Si, 5.4412, -0.0452, 10.8445
Si, 8.1092, 2.6932, 10.9066
Si, 5.3761, 5.4087, 10.8302
Si, 8.1661, 8.1027, 10.8961
Si, 1.2332, 1.3534, 12.2278
Si, 4.0054, 4.1172, 12.2439
Si, 1.2844, 6.7602, 12.3029
Si, 4.0462, 9.4725, 12.1347
Si, 6.7695, 1.286, 12.2569
Si, 9.4897, 4.0315, 12.2706
Si, 6.7695, 6.6895, 12.1865
Si, 9.5448, 9.4862, 12.2279
Si, -0.174, 2.6122, 13.7087
Si, 2.6522, -0.0427, 13.4145
Si, -0.0569, 8.1436, 13.6779
Si, 2.6196, 5.4128, 13.7026
Si, 5.3687, 2.7107, 13.5075
Si, 8.1625, -0.1148, 13.6044
Si, 5.3574, 8.0365, 13.4506
Si, 8.1149, 5.3721, 13.6143
Si, 1.1588, 4.037, 15.0337
Si, 3.8778, 1.4097, 14.7379
Si, 1.4825, 9.4869, 14.9011
Si, 4.0774, 6.7936, 14.9873
Si, 6.8316, 3.8541, 14.9241
Si, 9.3997, 1.1497, 15.1807
Si, 6.674, 9.4049, 14.7811
Si, 9.2445, 6.9357, 15.0124
Si, 0.3083, 0.0243, 16.2943
Si, 2.3375, 2.3869, 16.2321
Si, -0.1576, 5.6473, 16.1843
Si, 3.2393, 8.6472, 16.2955
Si, 5.2885, -0.0064, 15.8513
Si, 7.5728, 2.0834, 16.4475
Si, 5.6585, 5.4374, 16.0924
Si, 7.4773, 7.9447, 16.4633
Si, -1.4208, 15.2783, 21.12
Si, 2.1067, 6.4266, 33.6183
Si, -27.3975, 18.8666, 31.6381
Si, -11.7541, 2.0934, 32.7215
Si, 1.9079, 6.7738, 17.8606
Si, -8.7714, -4.0018, 23.2983
Si, -4.4667, 2.8385, 29.7493
Si, 16.5802, 0.6372, 20.4204
Si, -2.3116, -0.5672, 24.8407
Si, -17.9215, 8.748, 24.9415
Si, -9.3681, 8.5861, 30.2178
Si, 21.1799, -15.4846, 18.9194
Si, -6.0411, 11.0624, 23.1789
Si, 3.8251, 13.0862, 24.9041
Si, -13.2724, 9.3393, 22.0613
Si, -6.4158, 4.8117, 23.2968
Si, -21.4787, -13.2656, 21.6523
Si, -0.2326, 10.9333, 22.8621
Si, 14.6232, -6.6086, 18.0764
Si, -9.7075, 6.0767, 26.0985
Si, -5.6134, 19.8251, 28.6766
Si, -19.7126, 12.7635, 32.9514
Si, -7.3953, 10.2922, 32.0615
Si, 7.8258, -2.6947, 26.8645
Si, -12.087, 12.4744, 35.6072
Si, 9.6929, 4.4886, 26.2632
Si, -0.6835, -1.6, 18.8576
Si, 1.363, 3.3098, 25.666
Si, -24.9988, 2.6424, 19.5935
Si, -25.2925, 9.5427, 19.2714
Si, -7.1698, 3.1787, 30.5498
Si, -4.0381, 26.4682, 27.597
Si, 15.9281, 3.502, 20.4848
Si, -2.433, 6.5168, 29.1742
Si, -15.1603, 12.5918, 24.7553
Si, 4.7046, 22.5195, 29.6199
Si, -2.4228, 3.8208, 23.7233
Si, -23.857, -6.5962, 30.9163
Si, -18.7786, 16.879, 30.8686
Si, 5.8926, -4.4612, 25.3621
Si, 8.7945, -0.3569, 33.6306
Si, -11.177, 8.1953, 32.5822
Si, 0.1348, 13.7519, 22.9457
Si, -9.3627, -6.9453, 35.4207
Si, -15.041, -1.5715, 35.3175
Si, 7.9878, 6.8649, 31.9248
Si, -19.1413, 8.461, 27.5528
Si, -17.3971, 18.1178, 35.4251
O, 0.0961, -13.3419, -6.4863
O, -1.4674, 5.2961, -7.7353
O, -2.2939, 2.3738, -1.0459
O, 2.3475, -1.28, -6.3384
O, -2.9611, 8.55, -1.3816
O, -9.8745, 7.6308, -4.0892
O, -8.055, 11.3139, -4.3307
O, -0.3151, 5.7857, -10.8338
O, -10.2987, 23.1602, -14.9809
O, 2.2074, -5.263, -5.2604
O, -1.2747, 6.6579, -0.5701
O, 6.0849, 10.5268, -1.2871
O, -5.9091, -0.2217, -15.8704
O, -20.1304, 9.1411, -8.8109
O, -22.6453, 2.4956, -3.1876
O, -14.6254, 3.1954, -13.074
O, -0.7857, 5.2484, 17.6794
O, -5.8859, 4.0088, 22.0066
O, -3.1577, 0.724, 25.3707
O, -5.7401, -17.2343, 17.3609
O, -9.6041, 23.0309, 16.7635
O, -1.1735, 7.7567, 18.5268
O, -13.4083, 15.1589, 27.151
O, 4.4348, 9.0578, 32.5492
O, 1.2425, 18.1299, 21.9795
O, 10.0596, 10.8062, 24.3804
O, 5.2408, 12.6878, 25.6373
O, 7.8994, 2.444, 18.0081
O, 6.7078, 6.5304, 16.6919
O, 3.0981, 2.8861, 17.5903
O, 18.1331, -2.3078, 17.9746
O, 4.31, 9.8327, 16.6885
O, -9.1121, 2.7926, 34.2677
O, -12.2618, -8.2851, 23.5063
O, 9.5967, 5.7381, 20.2545
O, 3.9165, -6.5741, 19.6715
O, -2.5509, 15.4592, 22.2931
O, -2.2201, -1.5426, 26.1229
O, 12.0201, -7.4575, 24.0619
O, 2.9034, 19.0998, 23.7655
O, 1.003, -4.3683, 19.1739
O, -4.8776, 10.4482, 19.2374
O, 13.6789, 5.4739, 17.6211
O, -3.0036, 5.245, 31.8551
O, 1.8666, 7.1649, 27.0157
O, 10.7352, 3.2054, 26.3086
O, 13.6524, 8.1298, 17.8007
O, -13.8653, 14.0574, 30.2022
O, -10.5797, -1.7839, 20.1324
O, 6.3511, 11.874, 16.6468
O, -16.0941, 5.7388, 23.9023
O, -6.1853, 12.8031, 20.2511
O, -1.0613, 3.4291, 31.8213
O, 4.8254, -11.951, 24.2236
O, 0.0625, -0.8939, 17.6301
O, -2.6761, -3.4086, 30.436
O, -1.7289, 4.822, 24.7694
O, -7.2567, 1.1637, 23.6477
O, 7.1764, 1.3562, 20.4881
O, -12.7018, 11.0757, 35.1168
O, -16.203, 8.2367, 35.0651
O, -26.9972, -2.2106, 30.2207
O, -7.6414, 18.839, 36.3056
O, -7.2214, 12.8885, 29.3999
O, -12.1456, 19.0392, 22.0334
O, -25.2192, -1.8413, 20.8595
O, -10.0908, -1.1726, 22.6129
O, 11.8207, -4.0474, 16.5639
O, -12.9321, -3.4473, 27.9016
O, -5.0248, 5.2198, 26.4415
O, 12.0234, 17.3694, 24.529
O, 12.8888, 15.5727, 26.222
O, -23.3182, 7.1737, 32.7503
O, -28.0453, 10.4323, 28.5586
O, -3.545, -1.0621, 33.869
O, -10.8737, 3.9856, 21.7838
O, -9.222, -5.494, 34.7486
O, 4.0133, 14.5978, 24.3766
O, 9.0673, -7.7337, 20.1761
O, -27.9569, 7.5017, 25.5311
O, -18.8474, 2.733, 31.8838
O, -19.6596, 7.0843, 30.0853
O, -1.514, 10.7197, 21.8655
O, 5.3182, -7.5059, 30.8222
O, -12.9104, -0.7047, 19.0914
O, -7.8689, -1.545, 26.2203
O, -4.3307, 8.7779, 27.7048
O, -8.3859, 2.1611, 25.8621
O, -5.9097, -4.9487, 36.2139
O, -6.6979, 12.2896, 37.018
O, -15.1804, 7.4926, 32.4356
O, -21.6817, 1.1061, 36.4549
O, -14.4873, 18.0853, 25.6843
O, -18.6294, 15.4968, 30.04
O, -4.755, -18.3341, 28.274
O, -3.0033, 9.5149, 23.5706
O, -18.1705, -4.009, 34.045
O, 0.5973, 1.5106, 32.345
O, -4.3729, -7.1202, 19.8605
O, -6.8497, 7.9904, 28.2389
O, -2.0073, 0.9168, 32.5881
O, 1.4377, 9.6857, 37.0438
O, -15.5326, 23.0245, 29.5851
O, -18.5858, 16.6176, 22.9391
O, -4.0818, 4.1573, 37.0633
O, 4.4447, 0.2979, 31.1373
O, -11.7512, 9.5648, 33.2113
O, 0.1892, 15.1789, 36.3465
O, -6.4718, 6.6563, 31.2527
O, -14.7392, 16.7211, 28.7424
O, -15.5699, 1.0456, 23.3421
O, -8.2323, 14.4173, 36.4845

Results
free energy: -161100.662 eV
free energy less fixed offsets of O -570.45, Si -639.56 eV per atom: 2.858 eV

Forces (eV/angstrom), in the order of the atoms: element, x, y, z
Si, -0.0039, 0.011, -0.0519
Si, -0.0049, 0.0124, -0.0485
Si, 0.0049, -0.0146, -0.0551
Si, 0.0067, -0.0077, -0.0481
Si, 0.0094, -0.0089, -0.0479
Si, 0.0107, -0.0087, -0.0462
Si, -0.0106, 0.007, -0.0542
Si, -0.0064, 0.005, -0.0588
Si, 0.0022, -0.0003, 0.0069
Si, 0.0012, 0.0006, 0.0035
Si, -0.0004, -0.0006, 0.0075
Si, -0.0009, 0.0001, 0.0013
Si, -0.0021, -0.0029, 0.0038
Si, 0.001, 0.0023, 0.0071
Si, 0.0032, 0.0004, 0.0103
Si, 0.0004, -0.004, 0.0073
Si, 0.0011, 0.0012, 0.0073
Si, 0.0005, -0.0015, -0.0027
Si, -0.0025, -0.001, -0.002
Si, -0.0023, 0.0026, -0.0022
Si, -0.0009, -0.0026, 0.0013
Si, -0.0003, -0.0024, 0.0054
Si, 0.002, 0.0013, 0.0017
Si, -0.0001, 0.0009, 0.0057
Si, 0.0013, -0.0011, -0.0026
Si, 0.0032, 0.0007, 0.0056
Si, -0.0047, -0.003, -0.0045
Si, -0.0025, 0.0001, 0.0039
Si, -0.0011, -0.0005, -0.0025
Si, -0.002, -0.0005, 0.0033
Si, 0.0007, -0.0015, 0.005
Si, 0.0027, 0.0013, 0.0023
Si, -0.0006, -0.0009, 0.0036
Si, -0.0021, 0.0023, -0.0024
Si, -0.0001, -0.0017, 0.0034
Si, -0.0013, -0.0036, 0.002
Si, 0.0004, -0.0027, 0
Si, 0.0007, -0.0017, 0.0013
Si, -0.0004, -0.0006, 0.0022
Si, -0.0018, -0.0009, 0.002
Si, 0.001, -0.0039, -0.0017
Si, 0.002, -0.001, 0
Si, 0.0002, -0.0014, -0.0012
Si, -0.0006, -0.0016, -0.0009
Si, 0.0002, -0.0015, -0.0003
Si, -0.0019, -0.0023, -0.0014
Si, -0.0004, -0.003, -0.0021
Si, 0.0007, -0.0029, -0.0016
Si, 0.0004, -0.0019, 0.001
Si, -0.0002, -0.0018, 0.0001
Si, -0.0008, -0.002, 0.0005
Si, -0.0003, -0.0034, -0.0002
Si, -0.0009, -0.0023, 0.001
Si, -0.0007, -0.0027, 0.0004
Si, 0.001, -0.003, -0.0009
Si, 0.0009, -0.0008, 0.0014
Si, 0.0005, -0.0041, 0.0013
Si, -0.0003, -0.0027, -0.0002
Si, 0.001, -0.0027, 0.0017
Si, 0.0007, -0.0032, 0.0021
Si, -0.0012, 0.001, 0.0011
Si, 0.0011, -0.002, 0.0008
Si, 0.0005, -0.0009, -0.0001
Si, -0.0007, 0.0023, 0.0017
Si, 0.0007, -0.0035, 0.0004
Si, -0.002, -0.0039, 0.0037
Si, 0, 0.002, 0.0019
Si, -0.0006, -0.0008, -0.0037
Si, 0.0004, 0.0019, -0.002
Si, 0.0019, -0.0014, -0.0023
Si, 0.0007, -0.0023, 0.0013
Si, -0.0007, 0.0012, 0.002
Si, -0.004, -0.0016, 0.003
Si, 0.0013, 0.0033, -0.001
Si, 0.0019, 0.0017, -0.0001
Si, 0.0019, 0.0015, 0.0032
Si, -0.0008, -0.002, -0.0006
Si, -0.001, -0.0041, 0.0013
Si, 0.0009, -0.0025, -0.0029
Si, 0, 0.0002, 0.0045
Si, -0.0006, -0.0042, 0.0029
Si, -0.001, -0.0012, -0.0025
Si, 0.0021, -0.0013, -0.0051
Si, -0.0003, -0.001, 0.0039
Si, 0.0026, -0.0012, -0.0011
Si, 0.0017, 0.0034, 0.0021
Si, -0.0022, -0.0046, 0.0005
Si, 0.0007, -0.0014, 0.0041
Si, 0.0008, 0.0019, 0.003
Si, 0.0007, -0.0004, 0.0052
Si, 0.0027, -0.0026, -0.0025
Si, 0, 0.0003, -0.0037
Si, 0.0018, -0.0023, 0.0037
Si, -0.0007, 0.0016, -0.0066
Si, 0.0042, -0.0006, -0.0072
Si, -0.0043, 0.0015, -0.0043
Si, -0.0034, -0.017, 0.0493
Si, 0.0053, 0.0036, 0.05
Si, -0.0001, 0.0021, 0.0548
Si, -0.0027, -0.001, 0.0436
Si, 0.0101, 0.0029, 0.0323
Si, 0.0014, 0.0006, 0.0719
Si, -0.0035, -0.0099, 0.0396
Si, -0.0109, 0.0052, 0.0713
Si, 0.0065, -0.0156, 0.114
Si, -0.0165, 0.0138, -0.1139
Si, -0.0011, -0.0005, -0.0736
Si, 0.0067, 0.0129, -0.1009
Si, -0.0121, -0.0217, 0.0904
Si, 0.0129, 0.0018, 0.0672
Si, -0.0054, 0.0029, -0.0392
Si, -0.0227, -0.0019, 0.0909
Si, -0.0034, 0.0049, 0.0442
Si, 0.0035, -0.0052, 0.0324
Si, 0.0101, 0.0016, -0.0547
Si, -0.013, 0.0033, 0.1074
Si, -0.0087, 0.0099, 0.0813
Si, -0.003, 0.0017, 0.0264
Si, 0.0181, 0.0146, 0.0951
Si, -0.0103, 0.0194, 0.0801
Si, 0.0071, -0.0078, 0.1025
Si, 0.0008, 0.0133, 0.0523
Si, 0.0023, -0.0005, 0.0737
Si, -0.0019, -0.0018, 0.0212
Si, -0.0044, -0.0013, -0.036
Si, 0.0231, -0.0198, -0.1081
Si, 0.0053, -0.0069, -0.0751
Si, -0.0013, -0.0001, -0.0009
Si, -0.0015, -0.0091, -0.1191
Si, 0.0047, -0.0036, 0.0115
Si, -0.002, -0.0067, 0.1193
Si, -0.0022, 0.0008, 0.0146
Si, -0.003, 0.0086, 0.1218
Si, -0.0078, 0.0363, 0.1259
Si, 0.0255, 0.0048, -0.051
Si, 0.0026, 0.0024, -0.0057
Si, 0.0088, -0.0113, 0.1047
Si, -0.0087, -0.0027, -0.0445
Si, -0.0027, 0.0028, 0.0311
Si, 0.0107, 0.0052, -0.0357
Si, 0.0011, -0.002, 0.0674
Si, -0.0201, 0.0057, -0.0624
Si, 0.0095, 0.0047, -0.0673
Si, 0.0062, 0.0066, 0.0296
Si, 0.0267, -0.0069, -0.1005
Si, -0.0073, -0.0126, -0.0814
Si, 0.0049, -0.0099, 0.0638
Si, 0.0119, -0.0038, -0.1301
Si, -0.0022, -0.009, -0.1206
Si, -0.003, -0.0166, -0.0705
Si, 0.0056, -0.0038, -0.0127
Si, -0.0029, 0.0103, -0.1133
O, -0.0106, -0.0028, 0.0445
O, 0.0007, -0.0045, 0.0238
O, -0.0304, 0.0252, 0.0635
O, 0.0117, 0.0131, 0.0299
O, 0.0256, -0.0241, 0.0669
O, 0.0173, -0.0137, 0.0421
O, -0.0105, 0.0144, 0.0407
O, -0.0007, 0.0045, -0.0062
O, -0.003, -0.0034, -0.0207
O, -0.0114, 0.0019, 0.0622
O, 0.0002, 0.0006, 0.019
O, -0.0236, 0.0266, 0.0632
O, 0.0164, 0.0077, -0.0659
O, -0.004, -0.0012, 0.0224
O, -0.0033, -0.006, 0.0894
O, 0.0047, 0.0041, -0.0216
O, 0.0074, -0.0091, -0.0768
O, 0.0095, -0.0205, -0.075
O, -0.0024, -0.0018, -0.0164
O, 0.0175, 0.0131, -0.0556
O, -0.0019, 0, -0.0332
O, -0.0063, -0.0066, -0.0389
O, 0.0007, 0.0038, -0.0041
O, 0.0001, 0.0009, 0.0328
O, -0.0178, 0.0119, -0.0468
O, 0.0046, 0.0023, -0.0298
O, 0.0007, -0.0009, -0.0146
O, 0.005, -0.0113, -0.1065
O, -0.0015, -0.0018, -0.0226
O, -0.0168, -0.0128, -0.0554
O, 0.0043, -0.0357, -0.0866
O, 0.0006, -0.0003, -0.0196
O, -0.0097, 0.036, 0.0822
O, 0.0053, 0.0067, -0.0265
O, 0.0102, 0.025, -0.0638
O, -0.0226, 0.0146, -0.0824
O, 0.008, 0.0086, -0.053
O, 0.0005, 0.0052, -0.0155
O, -0.0117, -0.0002, -0.0451
O, -0.0092, -0.003, -0.0254
O, 0.0164, 0.0036, -0.0552
O, 0.0115, -0.02, -0.0531
O, 0.0024, 0.0056, -0.0309
O, 0.0024, 0.008, 0.0255
O, 0.002, 0.0029, -0.0004
O, 0.0012, 0.0039, -0.0069
O, 0.0162, 0.0121, -0.0568
O, 0.0151, 0.0062, 0.0253
O, -0.0159, 0.0112, -0.0821
O, -0.0082, -0.0085, -0.0403
O, -0.0062, -0.0101, -0.0281
O, 0.0029, 0.0118, -0.0315
O, 0.0121, -0.0232, 0.0466
O, -0.0008, 0.0119, -0.024
O, 0.0196, 0.0279, -0.0774
O, -0.0033, 0.0029, 0.0398
O, -0.006, -0.0046, -0.0304
O, 0.0026, -0.0062, -0.0268
O, 0.005, 0.0078, -0.0464
O, 0.0062, 0.0197, 0.064
O, 0.0049, 0.0027, 0.0461
O, -0.0005, -0.0071, 0.0392
O, -0.0214, 0.0188, 0.0698
O, -0.0029, 0.0061, 0.0205
O, 0.0052, 0.0007, -0.0352
O, -0.0137, -0.0006, -0.0728
O, -0.0043, -0.0117, -0.0332
O, -0.011, -0.0084, -0.0401
O, 0.0012, 0.0004, 0.0111
O, -0.0003, 0.002, -0.0017
O, 0.005, 0.0118, -0.0329
O, -0.0004, 0.0013, -0.0103
O, 0.0133, 0.0099, 0.0304
O, 0.0007, 0.0036, 0.0136
O, -0.0171, -0.0073, 0.063
O, -0.0145, 0.0194, -0.049
O, -0.0113, -0.0302, 0.0636
O, 0.0056, 0.0113, -0.0225
O, -0.0199, -0.0157, -0.056
O, -0.0024, 0.0034, -0.0127
O, -0.0242, -0.0134, 0.0524
O, 0.0047, -0.0079, 0.0248
O, -0.0152, -0.0116, -0.0354
O, -0.0127, 0.003, 0.0188
O, 0.0082, -0.0048, -0.0418
O, 0.0027, 0.0033, -0.0075
O, -0.0057, 0.0043, 0.0113
O, 0.0053, -0.0018, -0.0108
O, 0.0194, -0.0246, 0.0612
O, -0.0013, 0.0003, 0.0235
O, 0.0044, 0.0055, 0.0313
O, 0.02, -0.0215, 0.0615
O, -0.0039, 0.0004, -0.0047
O, -0.0046, 0.0051, 0.0236
O, 0.0008, -0.002, 0.0174
O, 0.0027, -0.0073, -0.0459
O, 0.0222, 0.0039, 0.0648
O, -0.0067, 0.0058, 0.0376
O, 0.0091, -0.0024, -0.0348
O, 0.0028, 0.0057, 0.0087
O, -0.0013, -0.0102, 0.0374
O, -0.0028, 0.0009, 0.0321
O, -0.0073, -0.0025, 0.0145
O, 0.0021, -0.003, -0.0227
O, 0.0001, -0.0009, 0.0237
O, -0.0115, -0.0117, 0.0356
O, -0.0189, 0.0233, 0.0337
O, -0.0226, 0.0232, 0.0604
O, 0.0003, 0.0026, 0.0279
O, 0.0054, 0.0054, 0.0123
O, -0.0065, -0.006, -0.034
O, 0.0199, -0.0219, 0.0667

The program warned: the cutoff lies below the one the program advises for these potential files; the forces do not sum to zero within the program's tolerance; empty levels may hold ghost states of the PAW files; the exchange-correlation potential is rough where the density is thin.
